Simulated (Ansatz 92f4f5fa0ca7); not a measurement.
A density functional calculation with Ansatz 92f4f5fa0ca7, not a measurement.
Periodic cell of 227 atoms, Si134O92H1, from a study of silicon, its oxide and their interface. The atomic structure is a simulated model.
Doubt: the cutoff is far below the 930 eV that the study's wrapper takes by default for these files, so forces and energies are approximate.
This geometry differs little from another in the collection (a relaxation step or a small displacement).

Settings: functional PBE; potential files Ansatz PAW; basis plane waves; wave-function cutoff 580 eV; density cutoff ratio 5; exchange-correlation grid ratio 1; k mesh 1 x 1 x 1, Gamma-centred; self-consistency stop 5e-08 eV per atom in the density residual; occupations fixed; spin none; net charge +1 e, with a uniform compensating background and no finite-size correction.

Cell vectors (angstrom)
a	10.938	0	0
b	0	10.938	0
c	0	0	32.9041

Atoms and the computed forces on them: element, x, y, z (angstrom), force x, y, z (eV/angstrom)
Si	0.295	-0.2286	25.4525	-0.0218	0.0171	-0.001
Si	5.8677	-0.2441	25.4476	-0.0005	0.004	-0.0144
Si	2.526	3.0836	25.3065	0.0106	-0.0147	0.014
Si	7.938	3.215	25.3377	0.0078	-0.0105	0.0105
Si	0.2525	5.348	25.2866	-0.0236	0.0144	0.0143
Si	5.7059	5.4968	25.4502	-0.0151	0.0057	0.0178
Si	2.4866	8.4069	25.4891	0.0119	-0.0051	0.0071
Si	8.0161	8.3759	25.7447	0.0041	-0.008	-0.0204
Si	1.4111	1.4516	26.6805	0.0075	-0.0039	0.0067
Si	6.8893	1.4832	26.6665	0.0046	0.0031	0.0061
Si	4.0963	4.2129	26.664	0.0045	-0.0071	0.0025
Si	9.5975	4.2039	26.6781	0.0052	0.0003	-0.0004
Si	1.3397	6.8482	26.784	-0.0052	-0.0022	0.0027
Si	6.8098	6.8643	26.9933	0.0012	0.0028	-0.0061
Si	4.1391	9.6128	26.6998	-0.0025	-0.0082	0.0067
Si	9.6443	9.6311	26.8253	-0.0054	0.0031	0.0008
Si	2.7471	0.0412	28.0807	-0.0041	0.0062	0.0009
Si	8.2049	0.0696	28.1051	-0.0059	-0.0009	0.0049
Si	-0.0244	2.7494	28.0702	-0.0068	0.0014	0.0051
Si	5.4342	2.7673	28.0602	-0.004	0.0004	-0.0002
Si	2.7357	5.4889	28.1178	0.0015	0.0058	0.0094
Si	8.2438	5.4622	28.1686	0.0047	0.0003	0.0102
Si	-0.0122	8.1965	28.1602	0.0029	-0.0062	0.0108
Si	5.3923	8.2508	28.1824	-0.0029	0.0049	0.012
Si	4.1018	1.3673	29.4859	0.0953	0.1502	-0.1684
Si	9.5708	1.3673	29.4859	0.0606	0.261	0.0395
Si	1.3673	4.1018	29.4859	-0.0926	-0.0415	-0.2456
Si	6.8362	4.1018	29.4859	-0.055	-0.2346	-0.1182
Si	4.1018	6.8362	29.4859	-0.3622	0.0175	0.4048
Si	9.5708	6.8362	29.4859	0.0437	0.0437	0.5211
Si	1.3673	9.5708	29.4859	0.2221	0.1058	-0.1437
Si	6.8362	9.5708	29.4859	0.0022	0.357	-0.0666
Si	0	0	30.8531	0.0666	0.0315	-0.0405
Si	5.469	0	30.8531	0.1066	0.0498	0.0001
Si	2.7345	2.7345	30.8531	-0.0034	-0.0298	-0.0441
Si	8.2035	2.7345	30.8531	-0.0223	-0.0315	0.0123
Si	0	5.469	30.8531	0.0217	0.0389	0.0215
Si	5.469	5.469	30.8531	0.0526	0.0385	-0.039
Si	2.7345	8.2035	30.8531	0.0359	-0.0337	0.0376
Si	8.2035	8.2035	30.8531	0.0449	-0.0243	-0.0338
Si	1.3673	1.3673	32.2204	-0.0001	0.0135	-0.0022
Si	6.8362	1.3673	32.2204	-0.0082	-0.0004	-0.0144
Si	4.1018	4.1018	32.2204	-0.0105	0.0165	-0.0229
Si	9.5708	4.1018	32.2204	-0.0059	0.0199	-0.0374
Si	1.3673	6.8362	32.2204	-0.0181	0.049	-0.0163
Si	6.8362	6.8362	32.2204	-0.0298	0.0406	-0.0105
Si	4.1018	9.5708	32.2204	-0.0262	-0.0242	-0.0406
Si	9.5708	9.5708	32.2204	-0.0687	-0.0336	-0.0119
Si	2.7345	0	0.6835	0.0582	-0.0583	0.0137
Si	8.2035	0	0.6835	-0.0222	0.0442	0.0371
Si	0	2.7345	0.6835	-0.0367	0.0236	-0.0068
Si	5.469	2.7345	0.6835	0.0719	-0.0487	0.0172
Si	2.7345	5.469	0.6835	0.0089	0.0061	0.0304
Si	8.2035	5.469	0.6835	0.0307	-0.0209	0.0109
Si	0	8.2035	0.6835	0.0778	-0.0413	0.0185
Si	5.469	8.2035	0.6835	-0.0167	0.0371	-0.0064
Si	4.1018	1.3673	2.0507	-0.0899	0.0303	0.0059
Si	9.5708	1.3673	2.0507	0.0928	0.0429	-0.0054
Si	1.3673	4.1018	2.0507	-0.0611	-0.081	-0.0178
Si	6.8362	4.1018	2.0507	-0.0526	0.0811	0.0153
Si	4.1018	6.8362	2.0507	0.0944	0.0798	0.028
Si	9.5708	6.8362	2.0507	-0.1504	0.0251	0.0524
Si	1.3673	9.5708	2.0507	-0.0665	-0.0252	-0.0172
Si	6.8362	9.5708	2.0507	-0.0901	-0.1839	0.0009
Si	0	0	3.418	0.2678	0.2597	-0.4605
Si	5.469	0	3.418	-0.1127	-0.214	0.238
Si	2.7345	2.7345	3.418	-0.1344	-0.1585	-0.2215
Si	8.2035	2.7345	3.418	0.2082	0.2064	0.1931
Si	0	5.469	3.418	0.0326	-0.5131	0.3241
Si	5.469	5.469	3.418	0.2958	0.0272	-0.0398
Si	2.7345	8.2035	3.418	-0.1463	-0.0054	-0.0728
Si	8.2035	8.2035	3.418	-0.3152	-0.2349	-0.3284
Si	1.3867	1.3334	4.7935	-0.0066	0.0102	-0.0091
Si	6.8443	1.3751	4.7654	-0.0048	0.0004	-0.0077
Si	4.0908	4.0931	4.7338	-0.0035	-0.003	-0.0123
Si	9.6125	4.0308	4.896	-0.0109	-0.0005	-0.0071
Si	1.3936	6.7936	4.7747	0.0055	-0.0065	0.0073
Si	6.8887	6.795	4.8148	0.0167	0.0054	-0.0092
Si	4.0538	9.5535	4.8159	0.0037	-0.0116	0.0031
Si	9.5491	9.6006	4.6775	-0.0122	0.0066	0.0006
Si	2.6918	-0.0078	6.2407	0.0236	0.02	0.003
Si	8.2055	-0.0384	6.0866	0.0129	-0.0005	0.0013
Si	0.036	2.5422	6.3094	0.0049	-0.0002	-0.0012
Si	5.4458	2.7205	6.0768	0.0077	-0.0045	0.0001
Si	2.7094	5.3691	6.1595	-0.0045	0.0169	-0.0058
Si	8.2919	5.4398	6.3013	0.0071	0.009	-0.0089
Si	-0.0966	8.1738	5.9646	0.037	0.019	-0.0152
Si	5.3727	8.0951	6.1146	-0.0129	-0.0031	-0.0058
Si	3.9065	1.6152	7.4786	0.0042	-0.0317	0.0039
Si	9.7594	0.8634	7.6331	-0.0171	0.0491	-0.0146
Si	1.6279	3.7861	7.5529	-0.0118	0.0086	0.0156
Si	6.6451	4.2015	7.4346	0.018	-0.0151	0.0116
Si	4.3852	6.3902	7.4639	-0.0036	0.0191	0.0005
Si	9.3031	7.2918	7.5068	-0.044	-0.0385	0.0246
Si	1.0949	9.5445	7.3734	-0.0592	0.0239	0.0062
Si	6.9211	9.374	7.2648	0.0185	-0.0141	0.0099
O	5.5386	5.315	7.9475	-0.0102	0.0069	0.0085
O	-0.2684	-0.6428	8.4208	0.0406	-0.0948	0.0373
O	2.8024	2.7154	7.9953	-0.001	0.0032	0.0056
O	7.941	8.1773	7.7138	-0.0174	0.0203	-0.0052
O	1.4167	9.5739	25.0199	0.012	-0.0086	-0.0123
O	6.7612	4.3188	24.961	0.0046	-0.0028	-0.0085
O	6.9842	9.5154	25.1686	0.0045	-0.0125	0.0059
O	-0.3208	6.055	23.8869	-0.0057	0.0066	-0.0008
O	6.5131	10.18	8.649	0.0097	-0.0014	-0.0005
O	1.1055	4.4423	8.9706	0.0019	-0.0009	-0.001
O	1.6999	8.5061	8.4939	0.0074	-0.0268	0.0185
O	7.2088	3.3544	8.7242	-0.0035	0.0031	-0.0029
O	9.9647	7.6596	9.0159	0.0058	-0.0183	0.0116
O	4.6133	1.0807	8.8775	-0.0027	0.0056	-0.0039
O	3.7637	6.8781	8.9173	0.0006	-0.012	0.0059
O	9.1917	1.5765	8.9802	-0.0084	-0.0034	-0.0092
O	5.5162	0.2519	23.9239	0.0022	-0.0072	0.0056
O	8.653	2.8873	23.8946	0.0008	-0.0026	-0.0084
O	8.4148	6.1182	22.2698	0.0012	0.0058	0.0066
O	5.2652	6.4063	24.1423	0.0082	-0.0045	0.0002
O	8.4846	7.4127	24.519	0.002	0.0166	0.002
O	3.298	2.4674	23.9761	-0.0027	-0.0056	-0.0123
O	2.9054	7.5772	24.1252	-0.0033	0.0027	0.0001
O	10.5843	0.3034	24.043	0.0077	0.0038	-0.0055
Si	5.6724	10.047	12.347	0.0004	-0.0042	-0.0186
Si	9.5193	4.9291	14.6801	0.0047	0.0005	-0.0032
Si	17.8227	15.2412	16.5007	0.0029	-0.0015	-0.0109
Si	2.8739	8.4167	18.3642	0.0018	0.0008	-0.0099
Si	4.1945	4.1763	14.8662	-0.0032	-0.0013	0.0033
Si	0.0717	0.6903	22.5048	-0.0098	-0.0016	0.0124
Si	3.6303	14.2662	19.8172	-0.0019	-0.0127	-0.0063
Si	-2.3003	2.5462	22.3053	0.0092	0.007	0.0056
Si	-2.3244	9.5877	12.2233	-0.0013	-0.0036	-0.0201
Si	2.9634	1.768	22.5214	0.0152	0.0005	0.0068
Si	6.1914	1.9909	18.4613	-0.0025	-0.0002	-0.012
Si	8.1628	2.5785	9.7748	0.0022	-0.0017	-0.0122
Si	10.2075	-1.8315	9.7397	0.0233	0.0682	-0.0658
Si	14.0348	8.2902	9.3424	0.0026	-0.0028	-0.022
Si	1.3934	7.7781	11.4775	-0.0083	0.0145	-0.0179
Si	7.2209	11.3851	20.9188	-0.0086	-0.0032	-0.0078
Si	8.5399	5.2855	20.8771	0.0031	0.0008	-0.0011
Si	1.5295	4.7491	10.522	-0.0026	0.0014	-0.0171
Si	14.7957	-4.4686	20.2599	0.0027	0.0014	0.0002
Si	-1.1639	9.3839	21.2484	0.0049	-0.0037	0.0001
Si	6.6184	6.286	18.9268	-0.0037	-0.0021	-0.0097
Si	12.6069	1.6074	18.0254	-0.005	-0.0067	0.0108
Si	3.7736	-1.3375	14.6196	-0.0023	-0.0023	-0.0079
Si	11.3524	7.9279	16.7273	0.0028	0.0004	-0.0113
Si	2.6873	12.5671	14.11	-0.0009	0.0015	0.0014
Si	4.9322	-0.5177	22.6003	-0.0021	-0.003	0.0096
Si	10.9661	2.4263	15.502	-0.0022	0.0012	-0.0029
Si	4.0995	10.8513	17.3363	0.0006	0.0058	-0.0049
Si	2.9176	6.9037	15.9287	-0.001	-0.0022	-0.0042
Si	3.8253	3.4697	12.0773	0.0054	0.0012	-0.0123
Si	-1.579	7.3734	19.006	0.0014	0.0004	-0.0084
Si	6.493	1.9611	12.1895	0.006	-0.0008	-0.0156
Si	8.9794	12.4499	13.5597	0.0002	-0.0009	-0.0038
Si	9.942	3.6408	11.9369	-0.0006	0.0034	-0.0116
Si	9.3848	6.9588	23.2652	-0.0031	0.0014	0.0177
Si	4.2624	7.3426	23.2495	-0.0007	0.0097	-0.004
Si	5.0756	-0.4151	9.3162	-0.0053	-0.0031	-0.0073
Si	10.5749	-3.0986	13.9939	-0.0011	-0.0053	-0.0076
O	7.2861	1.7075	21.9674	-0.0006	-0.0018	0.0044
O	3.7528	9.7824	18.5403	0	-0.0023	0.0048
O	8.9026	3.7882	21.3045	0.001	-0.0039	0.0027
O	8.7919	10.9004	13.1478	0.0007	0.0081	0.0045
O	9.9524	8.662	19.8002	-0.0016	-0.0014	0.0022
O	10.9036	8.7365	15.3449	0.0022	0.0005	0.008
O	13.809	8.3238	10.9677	-0.0003	-0.0012	0.0152
O	1.365	1.6318	22.466	-0.0005	0.0059	-0.0068
O	4.0068	4.5497	13.2848	0.003	0.0015	0.0057
O	9.6429	5.9978	19.8741	0.0007	0.0008	0.003
O	3.4973	-8.213	21.3259	0.0054	0.0031	-0.0023
O	11.9313	7.6441	13.0502	-0.0045	-0.0026	0.0158
O	1.292	6.3413	10.7367	0.003	-0.0003	0.0035
O	5.1207	13.8646	19.2708	-0.0079	0.0015	0.0065
O	11.3701	-1.9979	10.8367	0.0107	-0.0192	0.0181
O	5.8214	10.6228	21.254	0.0075	0.0039	-0.0025
O	9.0088	-1.1728	10.612	-0.0178	-0.0023	0.0347
O	3.0342	8.152	14.8554	0.0004	-0.0022	0.0045
O	3.559	13.6028	15.0759	0.0005	0.0004	0.0007
O	-1.0844	1.5989	21.8862	-0.0012	-0.0048	0.0063
O	1.3267	6.6667	16.2243	-0.0023	0.002	0.0031
O	3.0466	4.2103	10.8422	0.0044	-0.0062	0.0071
O	7.0446	9.1951	12.1947	-0.0063	0.0034	0.005
O	7.2061	1.1338	19.4273	0.0011	-0.0007	0.0082
O	4.7712	-1.7085	13.3927	-0.0055	-0.0009	0.0092
O	0.1448	10.3038	21.5622	-0.0004	-0.0011	-0.0025
O	8.2377	15.6239	15.6601	-0.0039	-0.0004	0.0049
O	2.9935	2.1426	12.5712	-0.0022	-0.0029	0.0034
O	16.2965	0.8617	17.645	0.0016	0.0017	0.0065
O	14.8864	-4.3969	21.8789	-0.0023	-0.0031	-0.0074
O	11.4347	13.1302	17.035	0.0088	-0.0028	0.0126
O	9.0034	14.646	10.5941	0.0033	0.0025	0.0089
O	9.953	6.4857	14.6316	-0.0018	-0.0012	0.001
O	-7.311	7.4287	17.2957	-0.0009	0.0027	0.0092
O	1.128	1.835	14.4683	0.0004	-0.0009	0.0034
O	1.3805	8.8263	17.7347	0.0015	0.0001	0.0059
O	2.4594	13.7393	18.8091	-0.0042	-0.0159	0.0032
O	15.9433	-0.6922	10.8863	0.0032	-0.0019	0.0123
O	10.7563	4.0276	15.2495	-0.001	-0.0022	-0.0007
O	7.3069	1.628	10.7931	-0.0069	0.0006	0.0183
O	3.506	11.1703	22.3622	-0.0031	0.004	0.0065
O	5.3649	3.0308	11.7201	-0.0042	-0.0002	0.0061
O	3.4906	5.4357	15.6002	-0.0001	0.0006	0.0014
O	2.9301	10.9432	14.1721	0.0014	-0.0016	0.0009
O	-3.3569	13.3113	13.3461	0.0039	0.0005	0.0022
O	7.737	7.4821	18.7852	0.002	0.0016	0.0067
O	4.5245	-0.9162	15.9959	0.0004	0.0013	0.0049
O	9.2782	4.5813	13.0882	0.0003	0.0033	0.0121
O	4.8563	8.8196	22.8932	-0.0013	0.002	0.0053
O	5.8386	11.5752	12.8706	-0.0029	-0.0007	0.0058
O	-1.3941	1.6796	15.0837	0.0009	-0.0001	0.0021
O	11.9411	0.6703	19.1735	-0.0071	-0.0416	-0.0306
O	3.4695	4.9481	19.8505	0.0004	-0.0013	0.0067
O	9.4601	8.4289	12.9663	0.0052	-0.0038	0.007
O	7.1297	5.2264	20.0669	-0.0044	-0.0015	0.0023
O	-0.8638	7.3646	17.5479	-0.0046	-0.0015	0.0095
O	5.7269	4.0907	15.3752	0.0029	0.0015	0.0041
O	8.3971	10.2667	21.1494	-0.001	0.0025	0.0061
O	10.0411	13.0422	12.4664	-0.0033	-0.0052	0.0048
O	9.8352	8.2842	22.4499	-0.0041	-0.0075	0.0044
O	-10.4146	4.0343	11.564	-0.0013	-0.0037	0.0095
O	5.2455	-4.0239	19.5137	-0.0008	-0.0012	0.0067
O	7.0404	13.8804	17.4179	-0.002	-0.0023	0.0074
O	13.6756	11.7235	17.0795	0.0003	0.0003	0.0094
O	3.9865	-1.4539	8.6989	0.0034	0.0086	0.0039
O	2.7404	7.5763	19.7588	-0.0017	-0.003	0.0086
O	1.3624	4.189	24.84	0.0035	-0.0022	-0.0146
O	6.4582	16.4804	17.4832	-0.0003	0.0005	0.0058
H	11.6735	-0.2289	18.917	0.0194	0.0549	0.0098

Results
free energy: -137528.519 eV
free energy less fixed offsets of H -15.97, O -568.88, Si -635.61 eV per atom: -3.849 eV

The program warned: the cutoff lies below the one the program advises for these potential files; the forces do not sum to zero within the program's tolerance; the exchange-correlation potential is rough where the density is thin.
